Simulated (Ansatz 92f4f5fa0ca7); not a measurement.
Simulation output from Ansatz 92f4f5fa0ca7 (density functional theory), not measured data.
Periodic cell of 240 atoms, Si148O92, from a study of silicon, its oxide and their interface. The atomic structure is a simulated model.

Settings
functional: PBE
potential files: Ansatz PAW
basis: plane waves
wave-function cutoff: 700 eV
density cutoff ratio: 5
exchange-correlation grid ratio: 1
k mesh: 2 x 2 x 1, shifted by 0.5 0.5 0.5 of a step
self-consistency stop: 5e-08 eV per atom in the density residual
occupations: fixed
spin: none
net charge: 0

Cell vectors (angstrom)
a, 11.6015, 0, 0
b, 0, 10.938, 0
c, 0, 0, 32.9972

Atoms: element, x, y, z (angstrom)
Si, -0.1974, -0.0306, 24.4961
Si, 3.9259, -0.1765, 24.5138
Si, 7.8324, 0.0266, 24.4975
Si, 1.9045, 1.0358, 24.2503
Si, 5.8133, 1.163, 24.2383
Si, 9.6425, 1.537, 24.4749
Si, 0.096, 5.7508, 24.0903
Si, 3.9167, 5.4471, 24.208
Si, 7.7973, 5.3717, 24.4259
Si, 2.0937, 7.02, 24.1191
Si, 5.9016, 6.7286, 24.2483
Si, 9.6384, 6.8511, 24.2914
Si, 1.9237, 2.683, 26.0664
Si, 5.8167, 2.72, 26.1031
Si, 9.7357, 2.879, 26.341
Si, 0.0816, 4.2141, 26.0557
Si, 3.8613, 4.0697, 26.1526
Si, 7.739, 4.0895, 26.3589
Si, 1.9692, 8.1912, 26.219
Si, 5.846, 8.1589, 26.1993
Si, 9.6817, 8.178, 26.2822
Si, 0.0113, 9.5375, 26.3753
Si, 3.9108, 9.4892, 26.4299
Si, 7.7615, 9.5417, 26.3541
Si, 0.0349, 0.024, 28.224
Si, 3.8835, 0.0434, 28.2218
Si, 7.7457, 0.0422, 28.2025
Si, 1.9461, 1.4042, 28.1149
Si, 5.8089, 1.4007, 28.1158
Si, 9.7093, 1.3784, 28.1786
Si, 0.0403, 5.444, 28.1169
Si, 3.866, 5.4318, 28.1262
Si, 7.7275, 5.4914, 28.222
Si, 1.9478, 6.8177, 28.1515
Si, 5.7948, 6.8146, 28.1541
Si, 9.6921, 6.7925, 28.1806
Si, 1.9336, 2.7345, 30.098
Si, 5.8008, 2.7345, 30.098
Si, 9.6679, 2.7345, 30.098
Si, 0, 4.1018, 30.098
Si, 3.8672, 4.1018, 30.098
Si, 7.7343, 4.1018, 30.098
Si, 1.9336, 8.2035, 30.098
Si, 5.8008, 8.2035, 30.098
Si, 9.6679, 8.2035, 30.098
Si, 0, 9.5708, 30.098
Si, 3.8672, 9.5708, 30.098
Si, 7.7343, 9.5708, 30.098
Si, 0, 0, 32.0315
Si, 3.8672, 0, 32.0315
Si, 7.7343, 0, 32.0315
Si, 1.9336, 1.3673, 32.0315
Si, 5.8008, 1.3673, 32.0315
Si, 9.6679, 1.3673, 32.0315
Si, 0, 5.469, 32.0315
Si, 3.8672, 5.469, 32.0315
Si, 7.7343, 5.469, 32.0315
Si, 1.9336, 6.8362, 32.0315
Si, 5.8008, 6.8362, 32.0315
Si, 9.6679, 6.8362, 32.0315
Si, 1.9336, 2.7345, 0.9679
Si, 5.8008, 2.7345, 0.9679
Si, 9.6679, 2.7345, 0.9679
Si, 0, 4.1018, 0.9679
Si, 3.8672, 4.1018, 0.9679
Si, 7.7343, 4.1018, 0.9679
Si, 1.9336, 8.2035, 0.9679
Si, 5.8008, 8.2035, 0.9679
Si, 9.6679, 8.2035, 0.9679
Si, 0, 9.5708, 0.9679
Si, 3.8672, 9.5708, 0.9679
Si, 7.7343, 9.5708, 0.9679
Si, -0.0506, -0.0004, 2.9029
Si, 3.8054, -0.0596, 2.9492
Si, 7.742, -0.04, 2.9742
Si, 1.895, 1.3308, 2.8981
Si, 5.777, 1.2733, 2.8422
Si, 9.6731, 1.4152, 2.9499
Si, -0.0162, 5.5129, 2.8156
Si, 3.8464, 5.4792, 2.9257
Si, 7.7268, 5.4999, 2.9028
Si, 1.9084, 6.8487, 2.8387
Si, 5.7697, 6.8603, 2.949
Si, 9.6535, 6.8609, 2.8921
Si, 1.9381, 2.7621, 4.7765
Si, 5.8738, 2.7292, 4.6516
Si, 9.8267, 2.8329, 4.8965
Si, 0.1816, 4.331, 4.8108
Si, 3.9056, 4.022, 4.809
Si, 7.804, 4.0468, 4.7632
Si, 1.7401, 8.1674, 4.7764
Si, 5.6879, 8.1889, 4.9421
Si, 9.636, 8.1271, 4.8873
Si, -0.112, 9.6312, 4.8781
Si, 3.7112, 9.5123, 4.9294
Si, 7.6873, 9.5338, 4.9678
Si, 0.0362, 0.1011, 6.8497
Si, 3.7506, 0.1827, 6.7033
Si, 7.6963, 0.114, 6.8601
Si, 1.8372, 1.6072, 6.8473
Si, 5.7133, 1.4211, 6.5465
Si, 9.6713, 1.4845, 6.8822
Si, 0.0033, 6.2374, 7.9315
Si, 3.3717, 5.3562, 6.6892
Si, 7.8052, 5.0474, 6.871
Si, 1.309, 6.2017, 6.0332
Si, 5.1806, 6.8466, 6.873
Si, 9.5001, 6.714, 6.8595
O, 6.4199, 5.8507, 7.3281
O, 4.7725, 7.8762, 8.0946
O, 0.4272, 10.0307, 8.128
O, 5.3156, 2.5076, 7.7772
O, 0.0987, 7.5059, 8.9752
O, 8.7674, 7.9335, 7.7188
O, 9.6393, 2.598, 8.1607
O, 7.6586, 10.218, 8.3248
O, 3.9786, 10.5619, 8.2468
O, 1.7153, 2.5177, 8.2715
O, 3.0649, 4.7665, 8.2365
O, 12.0281, 4.8573, 8.7692
O, 4.0076, 4.4057, 22.8903
O, 4.2266, 9.6447, 23.3028
O, 6.7644, 7.5684, 20.1538
O, 6.1038, 7.3773, 22.7193
O, 9.3935, 7.6952, 22.8537
O, -0.7311, 9.7617, 23.3959
O, 7.6799, 4.2837, 23.152
O, 9.6309, 2.4326, 23.05
O, 8.1218, 10.0132, 23.1527
O, 5.7465, 1.4473, 22.5968
O, 1.9676, 1.5771, 22.6624
O, 0.1109, 5.1214, 22.5493
Si, 6.1934, 1.942, 21.1069
Si, 11.4899, 9.0809, 9.3409
Si, 8.0026, 7.8793, 11.641
Si, 1.801, 11.6431, 21.2811
Si, 8.4319, -0.4888, 13.1106
Si, 1.1397, 4.5706, 14.8522
Si, 5.2219, 12.9958, 16.556
Si, -0.6622, 6.9659, 16.0234
Si, -0.6884, -0.7327, 20.1885
Si, 5.7074, 2.5406, 9.3585
Si, 4.5798, 7.9454, 9.7169
Si, 7.5361, 8.0439, 18.8104
Si, 1.7327, 3.3451, 19.8261
Si, -3.1687, 3.605, 8.6677
Si, 2.7686, 4.0845, 12.1277
Si, 3.527, 9.7216, 13.8131
Si, 8.5023, 8.9556, 8.934
Si, 7.4528, 3.8343, 15.5018
Si, 4.374, 10.7458, 9.8112
Si, -0.8797, 7.4746, 19.0941
Si, 4.2606, 4.3854, 21.2652
Si, 5.5638, 7.2326, 21.1821
Si, 1.823, 3.9945, 9.004
Si, 6.715, 0.2381, 18.4916
Si, 9.6559, 11.5417, 17.7222
Si, 3.3431, 9.0465, 22.0706
Si, 8.6445, 3.4029, 22.1649
Si, 7.7187, 6.7576, 16.0213
Si, 8.3552, 4.9417, 11.3739
Si, 10.5774, 9.944, 15.4252
Si, 1.7523, 11.4365, 15.386
Si, 2.5264, 13.9277, 16.985
Si, 3.6866, 12.5486, 13.7117
Si, 6.336, 8.6481, 13.9155
Si, 10.2061, 2.8139, 15.6333
Si, 2.299, 9.268, 11.0907
Si, 5.252, 5.1462, 10.9998
Si, -2.9907, 13.407, 13.1857
Si, -0.5682, 4.9328, 21.0754
Si, 9.4957, 9.3108, 22.6267
O, 9.3432, 6.6267, 15.8362
O, 2.8163, 4.3403, 20.5209
O, 2.7343, -0.822, 15.2071
O, 3.0087, 18.9804, 10.2261
O, 7.6762, 8.1209, 10.0615
O, 2.5131, 9.0575, 12.7038
O, 0.2498, 3.7264, 20.359
O, -0.3454, 6.9674, 17.6309
O, 7.342, 13.9892, 14.0579
O, 0.3075, 11.0299, 21.1622
O, 16.8188, 9.3861, 10.2221
O, 9.6151, 9.7494, 21.0689
O, 2.2268, 8.0336, 22.7644
O, 2.7556, 10.3208, 21.239
O, 4.1807, 22.0268, 13.1652
O, 5.6369, 0.6534, 17.3094
O, 9.7469, 10.176, 16.8175
O, 5.0281, 3.8625, 10.0071
O, 5.1253, 3.1126, 20.7371
O, 8.345, 11.9604, 12.4509
O, 2.9678, 10.7034, 10.6481
O, 8.8338, -4.478, 11.8101
O, 0.0192, 3.4828, 15.2889
O, 0.2259, 10.9641, 15.3509
O, 6.9993, 9.5646, 18.4977
O, 9.8024, 2.1034, 14.2282
O, 7.1427, 7.997, 15.154
O, 2.1044, 1.7666, 20.0864
O, 6.6417, 7.789, 12.5494
O, 5.0596, 5.7294, 20.8372
O, 1.6837, -7.3448, 18.224
O, -4.2649, 2.6253, 9.4279
O, 1.6545, 4.5301, 13.2746
O, 6.7366, 4.8977, 11.6345
O, 4.2923, 8.2501, 21.0159
O, 8.813, -1.7146, 12.0955
O, -2.4574, -3.0439, 19.043
O, -0.5723, 6.2999, 20.1855
O, 0.7112, 9.3267, 10.7297
O, -0.0582, 8.8385, 19.528
O, -0.441, 8.4362, 15.3572
O, -2.5589, 3.7006, 12.1967
O, 2.0129, 12.3844, 16.6864
O, 7.7201, 2.5135, 21.1692
O, 8.1248, 11.908, 18.1079
O, 6.9454, 10.159, 13.7348
O, 2.0959, 12.3966, 14.107
O, 2.0696, 3.8746, 10.6374
O, 8.846, 4.7152, 9.8193
O, 4.7328, -2.2509, 14.1762
O, 10.3466, 23.7052, 16.9108
O, 9.0076, 25.7271, 16.0119
O, 7.0103, 5.3981, 15.4492
O, 0.4213, 6.0019, 15.24
O, 9.923, 9.4623, 9.5623
O, 9.5875, 10.3246, 14.2221
O, 4.0897, 13.7848, 17.4239
O, -1.0979, 0.3585, 19.0703
O, 5.205, 12.1129, 10.1042
O, 3.967, 5.2078, 12.0143
O, 4.6268, 1.8955, 15.0309
O, 6.5281, 3.0197, 16.5443
O, 5.2745, -4.3477, 10.2642
O, 3.6407, 2.757, 12.5726
O, 2.4222, 4.0986, 15.7659
O, 6.174, 0.774, 19.9533
O, 9.4967, 4.4301, 21.2425
O, 7.2325, 7.0385, 17.5549

Results
free energy: -146424.690 eV
free energy less fixed offsets of O -569.03, Si -635.61 eV per atom: -3.650 eV

Forces (eV/angstrom), in the order of the atoms: element, x, y, z
Si, -0.1263, -0.0663, -0.0101
Si, 0.0596, -0.0085, -0.0508
Si, 0.0808, -0.0564, -0.009
Si, 0.0547, 0.0587, -0.0028
Si, -0.0257, 0.0353, -0.0275
Si, -0.0262, 0.0244, -0.1091
Si, 0.0105, -0.0973, -0.0005
Si, 0.0023, -0.0546, -0.0501
Si, -0.0196, -0.0455, -0.0621
Si, 0.0751, 0.0698, -0.0625
Si, 0.0131, 0.068, -0.0364
Si, -0.1048, 0.0486, -0.0413
Si, -0.0312, -0.1007, 0.0013
Si, 0.0206, -0.0548, -0.0001
Si, 0.0249, -0.0738, 0.0128
Si, 0.0475, 0.0692, -0.006
Si, -0.0104, 0.095, 0.0091
Si, -0.0547, 0.0427, 0.0022
Si, 0.0074, -0.0535, -0.0083
Si, -0.0056, -0.0704, -0.013
Si, -0.0143, -0.0746, -0.031
Si, -0.0101, 0.0556, 0.0112
Si, 0.0043, 0.0625, 0.0129
Si, 0.0087, 0.0804, -0.0054
Si, 0.0092, -0.0337, -0.0066
Si, 0.0079, -0.0518, 0.0039
Si, -0.019, -0.0404, 0.0116
Si, -0.0191, 0.053, -0.0106
Si, -0.0028, 0.0387, -0.0096
Si, 0.0092, 0.0494, -0.016
Si, 0.018, -0.0318, -0.0018
Si, -0.0067, -0.0484, 0.0011
Si, -0.0069, -0.037, -0.0105
Si, -0.0095, 0.0455, 0.0074
Si, 0.0016, 0.0499, -0.0053
Si, 0.0138, 0.0416, 0.0147
Si, 0.005, 0.0497, -0.1566
Si, 0.0213, 0.0322, -0.2017
Si, 0.0422, 0.0519, 0.1565
Si, 0.0468, -0.0116, -0.2243
Si, 0.0122, -0.0201, -0.0874
Si, -0.0316, -0.0727, 0.265
Si, 0.0465, -0.092, -0.1721
Si, -0.0947, -0.0091, -0.1912
Si, 0.0702, -0.0772, -0.0829
Si, 0.0601, -0.0045, 0.3195
Si, -0.0142, 0.0968, 0.3024
Si, 0.0111, 0.0849, 0.1122
Si, 0.0089, -0.0587, 0.0738
Si, 0.0112, -0.0253, 0.0932
Si, -0.0041, -0.0108, 0.0929
Si, 0.0053, -0.0674, -0.0466
Si, -0.0155, 0.013, -0.1062
Si, -0.0154, -0.0181, 0.0193
Si, 0.0034, 0.0001, -0.117
Si, -0.0161, 0.047, -0.0382
Si, -0.008, -0.0655, -0.0098
Si, -0.0216, 0.0484, -0.0226
Si, 0.0227, -0.0409, 0.0216
Si, 0.0123, 0.0114, 0.0574
Si, -0.0296, -0.0603, 0.0942
Si, -0.0306, -0.21, -0.0944
Si, -0.0486, -0.0216, 0.1183
Si, -0.067, -0.1229, -0.3235
Si, -0.0152, 0.0666, 0.1969
Si, -0.0058, 0.144, 0.1311
Si, 0.0967, 0.181, -0.485
Si, -0.0321, 0.0003, 0.246
Si, -0.0369, 0.1115, -0.1566
Si, -0.0888, 0.0028, 0.032
Si, -0.1026, -0.032, 0.0797
Si, 0.1584, 0.0784, 0.2386
Si, -0.0047, -0.0483, -0.0036
Si, 0.0208, -0.0398, -0.0115
Si, 0.0392, -0.0208, -0.0407
Si, 0.0093, 0.033, -0.0036
Si, -0.0108, 0.0336, -0.0099
Si, -0.0005, -0.0027, -0.024
Si, -0.0087, -0.0317, -0.0123
Si, 0.007, -0.043, -0.0162
Si, 0.0013, -0.0463, -0.0142
Si, 0.0258, 0.044, -0.0149
Si, 0.0116, 0.0426, -0.0114
Si, 0.0131, 0.0326, -0.0175
Si, -0.0744, -0.0283, 0.021
Si, -0.0248, -0.0196, -0.0219
Si, 0.0465, -0.0632, -0.028
Si, 0.0373, -0.0069, -0.0064
Si, -0.0104, 0.0541, -0.0079
Si, -0.1141, 0.0867, 0.0145
Si, -0.0426, -0.0639, 0.0172
Si, 0.014, -0.0175, -0.0079
Si, 0.0378, -0.0575, 0.0247
Si, 0.007, 0.0449, 0.038
Si, 0.0172, 0.0427, -0.0037
Si, -0.0025, 0.071, 0.0061
Si, 0.0386, -0.0925, 0.022
Si, -0.0168, -0.0105, 0.0413
Si, -0.0226, -0.0357, 0.0289
Si, 0.0319, 0.0527, 0.039
Si, -0.0207, 0.0091, 0.0288
Si, 0.029, 0.0452, 0.0489
Si, -0.0226, 0.0259, 0.0338
Si, -0.007, 0.0232, 0.025
Si, -0.0103, 0.0111, -0.0013
Si, 0.0306, 0.0086, 0.0037
Si, 0.0245, -0.0303, 0.0321
Si, -0.0026, 0.0054, 0.0143
O, 0.0117, 0.0537, 0.0471
O, 0.0071, -0.018, -0.0082
O, -0.0499, -0.0099, -0.0101
O, 0.0555, 0.0173, 0.0289
O, -0.0017, 0.0173, -0.006
O, -0.018, -0.0086, 0.0002
O, 0.006, 0.0032, -0.02
O, 0.0081, -0.0141, -0.0155
O, -0.0449, -0.006, 0.0105
O, 0.0212, -0.0091, -0.0512
O, -0.0342, -0.0395, 0.0031
O, 0.0332, -0.0061, -0.0165
O, 0.0045, 0.0128, 0.0189
O, -0.0483, -0.0299, -0.0037
O, -0.0043, 0.0037, -0.0038
O, -0.0219, -0.0004, 0.0042
O, 0.0321, 0.0163, 0.0316
O, 0.0168, -0.004, -0.0021
O, 0.0215, -0.0089, 0.0178
O, -0.0187, 0.0231, 0.0136
O, 0.0036, -0.0045, 0.0403
O, 0.0389, 0.0207, 0.0022
O, -0.0283, -0.0005, 0.0022
O, -0.019, -0.007, 0.0147
Si, 0.0034, 0.0042, -0.0044
Si, -0.0038, -0.0088, 0.0207
Si, -0.0068, 0.006, -0.0011
Si, 0.0036, -0.0041, -0.0011
Si, -0.0016, -0.0027, 0.0137
Si, 0.006, 0.0023, -0.004
Si, -0.0007, 0, 0.0013
Si, 0.003, -0.0025, -0.0042
Si, -0.001, 0.0038, -0.0026
Si, 0.0177, 0.0021, -0.0186
Si, -0.0059, -0.0015, -0.0086
Si, -0.003, -0.0022, -0.0053
Si, -0.0049, -0.0053, -0.01
Si, -0.0179, -0.0035, 0.0043
Si, 0.0024, 0.0019, 0.0078
Si, 0.0028, -0.006, 0.0021
Si, -0.0123, 0.0012, 0.006
Si, -0.004, 0.0016, -0.0012
Si, -0.0105, 0.0016, -0.0041
Si, 0.0047, 0.0004, -0.006
Si, 0.0012, -0.0014, -0.0172
Si, 0.0031, 0.0008, -0.0007
Si, 0.0133, 0.0269, 0.0279
Si, -0.0033, -0.0005, -0.007
Si, 0.0013, 0.0008, -0.0018
Si, 0.0053, 0.0173, 0.0152
Si, 0.0011, -0.0009, 0.0041
Si, -0.004, 0.0002, -0.0039
Si, 0.0001, -0.0059, -0.0019
Si, -0.013, 0.0138, -0.0135
Si, -0.0014, -0.0012, -0.0005
Si, 0.0019, 0.0002, -0.0017
Si, 0.0031, -0.0018, -0.0032
Si, -0.0016, 0.0026, 0.0013
Si, 0.0027, -0.0042, -0.0022
Si, 0.002, -0.0031, 0.0085
Si, 0.0016, -0.0071, 0.0105
Si, -0.0007, -0.0026, 0.0049
Si, -0.005, -0.003, -0.0085
Si, 0.0091, -0.0019, -0.0127
O, -0.0076, 0.0095, 0.0086
O, 0.0056, -0.0188, 0.0046
O, -0.0039, 0.0152, -0.0317
O, 0.0021, 0.0256, 0.0098
O, 0.0303, 0.0085, 0.0045
O, 0.0211, 0.0219, -0.0148
O, 0.0144, 0.0138, 0.0066
O, -0.0216, 0.0117, -0.0016
O, 0.0284, 0.0057, 0.0168
O, 0.0076, 0.0007, -0.0062
O, -0.0037, 0.0067, -0.0093
O, 0.0255, 0.0016, 0.0074
O, -0.005, -0.0104, 0.0366
O, -0.0021, 0.0087, 0.0131
O, -0.0347, -0.0069, 0.0283
O, 0.0158, 0.0217, 0.0156
O, 0.0193, 0.0237, -0.0161
O, 0.0119, 0.0016, 0.0093
O, 0.0094, 0.0062, 0.0128
O, 0.0062, -0.0115, 0.001
O, 0.0095, -0.0359, -0.0078
O, -0.0144, 0.0033, -0.0037
O, -0.0041, -0.005, 0.0069
O, -0.003, -0.0154, 0.0086
O, 0.0066, 0.0046, 0.0043
O, -0.0213, 0.0195, 0.0115
O, -0.0022, -0.0119, -0.0117
O, -0.0168, 0.0128, 0.0153
O, 0.0295, 0.0287, 0.0148
O, -0.0112, 0.0018, 0.0253
O, 0.0201, -0.0159, 0.0098
O, -0.0062, 0.0224, -0.0048
O, 0.0165, -0.0098, 0.0026
O, 0.0177, 0.0006, -0.0124
O, 0.004, -0.0107, 0.028
O, -0.0303, -0.0094, 0.0027
O, 0.0122, -0.0016, 0.0027
O, -0.0022, -0.0061, -0.0027
O, 0.0143, -0.0019, -0.0279
O, -0.0302, 0.0012, 0.0082
O, -0.0116, 0.006, 0.0151
O, -0.021, 0.003, 0.0019
O, 0.0044, 0.0123, -0.0115
O, -0.0206, 0.0019, 0.0298
O, 0.0026, -0.0245, -0.0001
O, 0.0304, -0.0314, -0.0168
O, 0.0194, -0.0161, 0.0219
O, 0.0073, 0.0067, -0.0112
O, -0.0101, -0.0084, 0.0096
O, 0.0041, 0.0232, -0.0163
O, -0.0154, -0.012, -0.0083
O, -0.0081, -0.0204, -0.0208
O, 0.0194, -0.0006, 0.0131
O, -0.0095, 0, 0.007
O, -0.0041, -0.02, -0.0244
O, 0.01, 0.0034, 0.0222
O, -0.0093, -0.0124, -0.0239
O, -0.0124, -0.0243, -0.0073
O, -0.0115, -0.0031, -0.0212
O, -0.0109, -0.0169, -0.0172
O, -0.0098, 0.006, 0.0118
O, -0.0036, -0.0021, -0.0196
O, -0.0174, -0.0055, -0.009
O, -0.0129, 0.0062, -0.0006
O, 0.0048, -0.0097, 0.003
O, 0.0102, 0.0131, -0.0077
O, 0.0166, -0.0058, 0.0176
O, 0.008, 0.0104, -0.0016

The program warned: the cutoff lies below the one the program advises for these potential files; the exchange-correlation potential is rough where the density is thin.
